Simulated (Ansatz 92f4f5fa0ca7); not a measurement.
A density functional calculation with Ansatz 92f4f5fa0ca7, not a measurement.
Periodic cell of 280 atoms, Si196O76H8, from a study of silicon, its oxide and their interface. The atomic structure is a simulated model.
Doubt: the cutoff is far below the 930 eV that the study's wrapper takes by default for these files, so forces and energies are approximate.
This geometry differs little from another in the collection (a relaxation step or a small displacement).

Settings: functional PBE; potential files Ansatz PAW; basis plane waves; wave-function cutoff 580 eV; density cutoff ratio 5; exchange-correlation grid ratio 1; k mesh 1 x 1 x 1, Gamma-centred; self-consistency stop 5e-08 eV per atom in the density residual; occupations fixed; spin none; net charge 0.

Cell vectors (angstrom)
a	10.938	0	0
b	0	10.938	0
c	0	0	42.4867

Atoms and the computed forces on them: element, x, y, z (angstrom), force x, y, z (eV/angstrom)
Si	0	0	40.4347	0.0017	-0.02	0.0005
Si	5.469	0	40.4347	-0.0092	0.0191	-0.0004
Si	2.7345	2.7345	40.4347	0.003	-0.021	0.0013
Si	8.2035	2.7345	40.4347	-0.0215	0.0075	0.0047
Si	0	5.469	40.4347	-0.0216	0.0058	-0.001
Si	5.469	5.469	40.4347	-0.0158	-0.0339	-0.0032
Si	2.7345	8.2035	40.4347	-0.0112	0.0151	-0.0021
Si	8.2035	8.2035	40.4347	0.0065	-0.0132	-0.0041
Si	1.3673	1.3673	41.802	-0.0072	0.0154	0.0043
Si	6.8362	1.3673	41.802	0.0108	-0.0164	-0.0022
Si	4.1018	4.1018	41.802	-0.0074	0.0099	0.0063
Si	9.5708	4.1018	41.802	0.0194	-0.0089	-0.0042
Si	1.3673	6.8362	41.802	0.0081	-0.0134	-0.0072
Si	6.8362	6.8362	41.802	0.0004	0.0119	0.0017
Si	4.1018	9.5708	41.802	0.0161	-0.0044	-0.0059
Si	9.5708	9.5708	41.802	-0.0087	0.0109	0.0065
Si	2.7345	0	37.7002	0.0357	0.0078	0.1688
Si	8.2035	0	37.7002	-0.0224	-0.049	-0.1585
Si	0	2.7345	37.7002	-0.0065	-0.0283	-0.1327
Si	5.469	2.7345	37.7002	-0.0147	-0.0888	0.0988
Si	2.7345	5.469	37.7002	-0.0454	-0.0362	-0.1729
Si	8.2035	5.469	37.7002	-0.0244	-0.0395	0.1738
Si	0	8.2035	37.7002	0.0268	-0.0718	0.1429
Si	5.469	8.2035	37.7002	0.0112	-0.0355	-0.1189
Si	4.1018	1.3673	39.0675	0.0081	-0.0016	0.0113
Si	9.5708	1.3673	39.0675	0.0076	0.01	-0.0092
Si	1.3673	4.1018	39.0675	0.0145	-0.0001	-0.0019
Si	6.8362	4.1018	39.0675	0.0474	-0.0166	-0.0018
Si	4.1018	6.8362	39.0675	0.0139	0.0084	-0.0106
Si	9.5708	6.8362	39.0675	0.0243	-0.0115	0.0038
Si	1.3673	9.5708	39.0675	0.0018	0.0072	-0.0043
Si	6.8362	9.5708	39.0675	-0.0018	0.0127	-0.0004
Si	0	0	3.417	-0.0077	-0.0024	-0.0058
Si	5.469	0	3.417	-0.025	0.0082	0.0091
Si	2.7345	2.7345	3.417	-0.022	0.0032	0.008
Si	8.2035	2.7345	3.417	-0.0099	-0.0031	0.006
Si	0	5.469	3.417	0.0003	-0.0176	0.0089
Si	5.469	5.469	3.417	-0.0197	0.0038	-0.0102
Si	2.7345	8.2035	3.417	-0.0077	-0.0041	0.0055
Si	8.2035	8.2035	3.417	-0.0099	-0.0001	0.0016
Si	1.3673	1.3673	4.7843	-0.024	0.0231	-0.1586
Si	6.8362	1.3673	4.7843	0.002	0.0456	0.173
Si	4.1018	4.1018	4.7843	0.0563	0.0784	-0.1315
Si	9.5708	4.1018	4.7843	0.0204	0.0276	0.1609
Si	1.3673	6.8362	4.7843	0.018	0.0344	0.1665
Si	6.8362	6.8362	4.7843	-0.0016	-0.0011	-0.1537
Si	4.1018	9.5708	4.7843	-0.0109	0.0487	0.1598
Si	9.5708	9.5708	4.7843	-0.0009	0.0523	-0.1562
Si	2.7345	0	0.6825	0.0033	-0.0134	-0.0045
Si	8.2035	0	0.6825	-0.0139	0.0156	0.0061
Si	0	2.7345	0.6825	-0.0154	0.0058	0.0059
Si	5.469	2.7345	0.6825	0.0088	-0.0084	-0.0047
Si	2.7345	5.469	0.6825	-0.0102	0.013	0.0023
Si	8.2035	5.469	0.6825	0.0079	-0.0189	-0.0043
Si	0	8.2035	0.6825	0.0126	-0.0118	-0.0054
Si	5.469	8.2035	0.6825	-0.0232	0.0117	0.0026
Si	4.1018	1.3673	2.0497	-0.001	0.017	-0.0011
Si	9.5708	1.3673	2.0497	0.0218	-0.0091	0.002
Si	1.3673	4.1018	2.0497	0.0225	-0.0013	-0.0022
Si	6.8362	4.1018	2.0497	-0.0079	0.0192	0.0008
Si	4.1018	6.8362	2.0497	0.021	-0.0117	-0.0009
Si	9.5708	6.8362	2.0497	-0.0054	0.0224	0.0005
Si	1.3673	9.5708	2.0497	-0.0073	0.0179	0.0002
Si	6.8362	9.5708	2.0497	0.0208	-0.0154	0.0013
Si	10.3733	0.4375	29.6731	-0.013	0.0087	-0.0047
Si	6.0529	10.5121	29.7207	-0.0061	-0.002	0.0026
Si	2.1662	3.1327	29.72	-0.0059	0.0116	-0.0056
Si	8.7183	2.1893	29.7095	0.0118	-0.0027	-0.0071
Si	0.5181	4.8948	29.6658	0.0053	-0.0017	0.0012
Si	4.7306	5.6601	29.4271	0.0026	0.0019	-0.0156
Si	3.3595	7.7022	29.578	-0.0019	-0.0065	0.001
Si	7.6175	8.6591	29.6241	-0.0084	0.0127	-0.007
Si	1.2317	1.3446	30.9121	-0.0077	-0.0003	0.0053
Si	6.955	1.2995	31.0083	0.0117	0.0028	0.0112
Si	3.9567	4.063	30.9446	-0.0071	-0.0128	0.0068
Si	9.6684	3.983	30.9055	0.0073	0.0017	0.0022
Si	1.4607	6.7857	30.7479	-0.0011	-0.0048	-0.0006
Si	6.6823	6.7109	30.6298	-0.0042	-0.0102	-0.0005
Si	4.2111	9.5005	30.8583	0.0169	0.0075	-0.0037
Si	9.4466	9.5566	30.8663	-0.0039	0.0009	0.0116
Si	2.7252	-0.0538	32.1244	0.0007	-0.0022	0.0162
Si	8.2349	-0.0613	32.4199	0.0033	0.0081	-0.0505
Si	0.0005	2.69	32.4083	-0.0028	0.0019	-0.0677
Si	5.4619	2.706	32.1831	-0.0009	-0.0016	0.0147
Si	2.7148	5.5009	32.3311	0.0029	0.0067	-0.0514
Si	8.1719	5.4328	32.047	0.0007	-0.0049	0.0128
Si	0.0052	8.1601	32.0727	0.0042	0.0011	0.0104
Si	5.5129	8.1045	32.252	0.0192	0.0221	-0.0409
Si	4.0855	1.3219	33.5397	0.0002	-0.002	-0.0197
Si	9.5806	1.3317	33.7311	-0.0096	-0.0067	0.0531
Si	1.369	4.107	33.6732	0.009	0.0015	0.0606
Si	6.8368	4.1003	33.529	0.0028	-0.0042	-0.0096
Si	4.1136	6.8323	33.6502	0.0025	-0.0095	0.0588
Si	9.5529	6.8027	33.4736	-0.0007	-0.0025	-0.0154
Si	1.355	9.5258	33.5169	-0.0021	-0.0028	-0.0104
Si	6.8402	9.4841	33.6601	-0.0414	-0.0015	0.0253
Si	0.0402	-0.0522	34.9881	0.0216	-0.0188	0.0032
Si	5.4423	-0.0407	34.9518	-0.0005	0.0149	0.002
Si	2.7602	2.7109	34.965	0.0057	-0.0179	0.0033
Si	8.1697	2.7362	34.9765	-0.0151	0.0222	0.0004
Si	-0.0449	5.4725	34.9534	-0.0169	0.0166	0.0035
Si	5.4913	5.4485	34.9644	0.0107	-0.0222	-0.0066
Si	2.7143	8.2002	34.9592	-0.0211	0.0247	-0.0035
Si	8.2422	8.1476	34.9632	0.0263	-0.0427	0.0092
Si	1.3811	1.3542	36.3353	-0.0029	0.0228	0.0001
Si	6.8074	1.3523	36.3247	-0.0046	-0.0212	-0.0035
Si	4.1144	4.0891	36.3319	-0.0053	0.0231	0.0002
Si	9.5485	4.1008	36.335	0.0026	-0.0193	-0.0036
Si	1.3434	6.832	36.3233	0.0053	-0.0152	-0.0036
Si	6.847	6.8195	36.3344	-0.0077	0.0151	0.0053
Si	4.0763	9.5627	36.3365	0.0059	-0.0185	-0.0013
Si	9.5772	9.5458	36.3364	-0.0076	0.0215	0.0035
Si	2.7247	0.023	6.1532	0.0126	-0.0182	0.0014
Si	8.2215	-0.0015	6.1539	-0.0119	0.014	0.0027
Si	0.0143	2.7269	6.155	-0.0154	0.0094	0.0047
Si	5.4688	2.7633	6.1565	0.0193	-0.01	0.0006
Si	2.7592	5.472	6.1554	-0.0066	0.0179	0.0032
Si	8.1984	5.4893	6.1526	0.0126	-0.0183	0.0005
Si	-0.0093	8.2241	6.1502	0.0145	-0.0172	-0.0016
Si	5.4921	8.206	6.1491	-0.0152	0.0136	0.0033
Si	4.0776	1.4165	7.513	-0.0169	0.0208	-0.021
Si	9.5852	1.3618	7.5327	0.025	-0.0166	0.0141
Si	1.3987	4.0903	7.5109	0.0217	-0.0204	-0.0238
Si	6.8323	4.1404	7.5349	-0.0244	0.0177	0.0174
Si	4.1341	6.8485	7.5232	0.0127	-0.0207	0.0144
Si	9.5423	6.881	7.5178	-0.0262	0.0269	-0.0292
Si	1.329	9.6179	7.5175	-0.0217	0.0332	0.0114
Si	6.864	9.5653	7.5223	0.0257	-0.024	-0.0273
Si	-0.0173	0.0178	8.9924	-0.0057	-0.0071	0.0024
Si	5.4749	0.0345	8.7876	-0.0094	0.013	-0.0292
Si	2.739	2.7575	8.9716	0.0005	0.0034	0.0293
Si	8.2122	2.7501	8.8489	0.0024	0.0058	-0.0644
Si	0.003	5.4866	8.7748	0.0105	-0.0046	-0.0216
Si	5.4989	5.5156	8.9733	0.0104	0.0126	0.002
Si	2.7354	8.2535	8.7978	0.0155	0.002	-0.0667
Si	8.2114	8.2342	8.981	-0.0023	-0.0008	0.0312
Si	1.3551	1.3957	10.3808	0.0094	0.0128	-0.0092
Si	6.8192	1.372	10.1582	-0.0036	-0.0079	0.0506
Si	4.127	4.147	10.3475	-0.0136	-0.0103	-0.0099
Si	9.6098	4.139	10.143	0.0031	0.0051	0.0474
Si	1.3593	6.867	10.0794	-0.0137	-0.0141	0.0507
Si	6.8575	6.8904	10.4095	0.003	0.0063	-0.0224
Si	4.0894	9.6529	10.1168	0.0051	0.0008	0.0502
Si	9.5468	9.597	10.4254	-0.0043	-0.0014	-0.0191
Si	2.8062	0.0065	11.6467	-0.0041	-0.0008	-0.0101
Si	8.0845	0.0976	11.7023	-0.0018	0.0053	-0.0002
Si	-0.0376	2.845	11.6566	-0.0013	-0.0026	-0.0068
Si	5.5442	2.7223	11.6229	0.0012	0.0041	-0.005
Si	2.6857	5.5985	11.5471	0.0007	0.0041	-0.0097
Si	8.3367	5.4425	11.6393	-0.001	-0.0048	-0.004
Si	0.0962	8.1406	11.6065	0.007	-0.0015	-0.0041
Si	5.3811	8.375	11.5965	-0.0097	-0.0022	-0.0042
Si	4.4288	1.1358	12.9797	0.0071	-0.0092	0.0122
Si	9.0677	1.9227	12.8477	-0.0062	0.0026	-0.0022
Si	1.0743	4.5484	12.9002	-0.0089	0.0087	0.0056
Si	7.3719	3.6392	12.8224	0.0056	-0.0055	-0.0019
Si	3.5972	7.3949	12.7838	-0.0024	0.0055	-0.001
Si	10.1566	6.3468	12.8913	0.0122	-0.0119	0.007
Si	1.8912	9.0984	12.8101	0.0069	-0.0039	0.0002
Si	6.2238	10.1507	12.9445	-0.0077	0.01	0.0016
H	1.5073	9.4499	14.2175	-0.0031	0.004	-0.0026
H	3.9687	6.9888	14.1764	0.004	-0.0028	-0.001
H	6.9953	4.0035	14.2263	-0.0017	0.0039	0.0003
H	9.4237	1.5754	14.2641	0.002	-0.0015	-0.0007
O	3.7253	1.9233	14.3141	0.0016	0.0023	-0.0017
O	6.6844	9.3603	14.3318	0.002	-0.0023	-0.0016
O	9.5254	6.9786	14.2945	-0.0032	0.0056	0.0008
O	1.9001	3.9781	14.2569	-0.0002	0.0006	-0.0028
H	8.3031	2.5548	28.3142	-0.0017	0.0022	0.0007
H	10.7677	0.107	28.2619	0.0029	-0.0041	-0.0005
H	0.1109	5.1641	28.2513	-0.0022	0.0009	0.0011
H	2.569	2.7482	28.3263	0.0004	-0.0056	0.0012
O	3.4056	8.4387	28.0725	0.0005	0.0033	0.0014
O	4.4931	4.9006	27.9097	-0.0021	-0.0087	0.0002
O	5.9992	0.2424	28.1977	-0.0046	-0.0017	0.0029
O	7.9192	8.4735	28.0062	0.0045	-0.0052	0.0029
Si	9.5202	-0.1212	22.4721	-0.0007	0.0009	-0.0015
Si	4.7131	3.9576	26.5623	0.0011	0.0046	0.0035
Si	5.5191	-0.0863	22.6356	-0.0006	0	-0.002
Si	10.68	2.2782	20.981	0.0001	0.0005	-0.0007
Si	9.1987	2.3502	18.1346	0.0005	0.0007	-0.0007
Si	1.4495	7.8765	17.2514	-0.0006	0.0012	-0.0018
Si	8.7289	9.6704	19.8375	-0.0003	0.0002	-0.0015
Si	8.9138	4.397	22.3762	0.0002	0.0015	-0.0007
Si	8.8865	6.4511	20.0818	-0.0003	0.0009	-0.0018
Si	1.7766	6.0148	21.9492	-0.0012	-0.0003	-0.0007
Si	6.8284	0.2271	18.0869	-0.0014	-0.0004	-0.002
Si	2.4657	2.6171	24.5603	-0.0016	0.0005	-0.0012
Si	7.7565	10.7362	24.7767	0.0007	-0.0001	0.0013
Si	5.1648	2.4595	19.3402	0	0.0008	-0.0015
Si	0.2086	4.5263	24.2981	0.0001	-0.0001	-0.0006
Si	0.6254	10.474	18.8657	0.001	0.0001	-0.0023
Si	3.0282	8.0937	26.53	-0.0023	-0.0028	0.0003
Si	5.0203	4.6614	17.0364	-0.0009	0.0014	-0.001
Si	3.5181	-0.17	25.0015	0.0006	0.0019	0.0001
Si	4.9216	6.075	22.3155	-0.0007	0.0006	-0.0006
Si	5.8674	1.0339	26.7996	-0.0041	0.003	-0.0027
Si	8.2109	8.0842	26.4702	0.0013	-0.004	0.0015
Si	7.9721	5.2375	17.6008	0.0005	0.0023	-0.0014
Si	2.7961	2.1169	21.4564	-0.001	0.0019	-0.0012
Si	9.5265	7.3506	15.8676	0.0009	0.0014	-0.0007
Si	6.8433	9.072	15.9139	-0.0012	0.0012	0.0006
Si	2.2792	10.0284	21.4314	-0.0023	-0.0009	-0.001
Si	4.7781	8.577	20.5412	-0.0009	0.0002	-0.003
Si	0.5146	8.5215	23.01	-0.0004	-0.0014	0.0008
Si	5.615	6.5094	25.2865	0	-0.001	0.0015
Si	6.2028	3.0961	21.8823	-0.0005	-0.0002	-0.0015
Si	0.2159	7.0388	25.8405	-0.0017	0.0025	-0.0009
Si	0.9955	2.4294	17.5558	0.0006	0.0003	-0.0011
Si	0.8614	5.3479	19.1155	0.0002	0.0006	-0.0011
Si	2.9938	3.1422	15.1508	0.0025	0.0037	0.0001
Si	4.4809	7.6559	17.4672	0.0004	0.0011	-0.002
O	10.2786	5.7977	19.5203	-0.0002	0.0004	-0.0003
O	4.895	3.4525	18.1058	0	-0.0004	0.0008
O	4.2321	7.1848	25.8745	-0.0029	0.0009	0
O	9.085	6.0097	16.693	-0.0019	-0.0011	-0.0011
O	3.8773	2.6107	20.3388	-0.0006	0.0002	0.0001
O	6.51	10.501	16.641	-0.0004	0.0015	0.0005
O	1.3413	2.499	20.8548	-0.0002	0.0008	0.0001
O	0.3919	7.8319	24.4453	-0.0005	0.0019	-0.0028
O	6.9827	7.1502	25.9134	-0.0024	-0.0001	-0.001
O	9.9409	10.2344	18.8771	-0.0004	0.0014	0.0001
O	7.6303	3.4198	22.5885	-0.0004	0.0002	0.0012
O	1.031	10.2049	20.4132	0.0001	0.001	0.0011
O	0.1442	7.7749	16.2404	-0.0001	0.0008	0.0013
O	8.0006	1.3188	17.8321	-0.0002	0.001	-0.0002
O	1.2216	0.9912	18.364	-0.0005	-0.0011	0.0002
O	0.897	3.092	24.6679	0.0003	-0.0005	0.0005
O	5.7036	1.5735	22.4015	-0.0008	0.0003	0.0013
O	1.0946	5.0748	23.0644	0.0006	-0.0002	-0.0006
O	3.0435	0.5119	21.4591	0.0001	-0.0001	-0.0004
O	4.1903	10.5241	23.5388	0.0017	0.0005	0.0022
O	5.5387	2.6202	27.0164	0.0026	-0.0093	-0.0053
O	4.7791	8.452	18.8908	-0.0001	0.0015	0.0027
O	5.3072	4.4797	22.1092	-0.0004	0.0011	-0.0006
O	8.9519	0.4574	23.8864	0	-0.0004	-0.0011
O	1.6949	9.6436	22.9082	0.0002	0.0009	0.0001
O	4.4493	6.0353	17.7	0	-0.0003	0.0003
O	3.2082	8.8052	20.915	-0.0006	0.0007	0.0004
O	1.2897	9.3102	17.9792	-0.0002	0.0009	0.0022
O	9.5642	4.5823	23.8652	-0.0005	0.0001	-0.0015
O	2.9837	2.7315	22.9784	-0.0001	-0.0003	-0.0016
O	10.5503	1.0529	22.0335	-0.0007	0.0007	-0.0003
O	6.6862	10.2988	23.6309	-0.0006	0.0007	0.0003
O	4.6691	0.2949	26.025	-0.0015	-0.0019	-0.0005
O	6.4341	2.9404	20.2636	-0.0002	0.0006	0.0002
O	10.0599	3.6618	21.5103	-0.0005	0.0002	-0.0004
O	2.8426	9.4224	25.6081	0.0021	0.0034	-0.0008
O	8.5585	5.7902	21.565	-0.0005	0.0004	0.0002
O	4.1574	4.1767	15.7235	0.0001	-0.0005	-0.0004
O	8.3822	8.51	16.169	0.0001	0.0003	0.0014
O	7.2116	0.8845	25.8681	-0.0015	-0.0006	0.0023
O	7.3489	9.923	19.0136	0.0007	0.0005	0.0003
O	8.9454	8.0841	20.1824	-0.0004	0.0006	-0.0003
O	3.4093	3.4734	25.6317	-0.0024	-0.0028	-0.0006
O	9.8822	2.0067	19.587	0.0001	0.0001	0.0007
O	1.4301	6.5154	18.141	0.0006	-0.0006	-0.0016
O	8.5819	3.83	18.0979	0.0004	-0.0002	-0.0003
O	5.7079	8.0076	16.437	-0.0001	0.0014	0.0004
O	7.7111	6.0953	18.9821	0.0001	0.0007	0.0004
O	10.0789	9.3104	22.7194	0.0006	0.0012	-0.0002
O	8.2973	9.4155	25.545	-0.001	0	0
O	0.3059	5.4326	25.6346	-0.0001	-0.0008	0.0001
O	0.8607	7.3778	21.8921	-0.0003	0.0009	-0.0007
O	1.0008	3.8655	18.4051	-0.0001	0.0013	0.0001
O	8.5237	10.5744	21.1961	-0.0002	0.0013	0.0002
O	2.1442	2.5014	16.4091	-0.0006	0.001	-0.0003
O	9.6928	7.3776	26.4721	-0.0003	-0.0017	-0.0014
O	5.6221	4.9021	25.5889	0.0008	0.0011	-0.001
O	3.0239	7.9919	16.7444	0.0002	0.0004	-0.0004
O	10.3898	2.2704	17.0003	-0.0003	0.0001	-0.0004
O	1.7804	5.3459	20.4685	0.0003	0.0008	-0.0003
O	3.303	6.2098	22.4633	0.0004	0.0007	-0.0004
O	5.3386	7.1345	21.1159	-0.0001	0.0004	0
O	5.52	9.8822	21.282	-0.0008	0.0009	-0.0001
O	5.6369	6.6618	23.6629	-0.0005	-0.0001	-0.0006
O	6.6116	4.9512	16.7306	0.0012	0.0002	0.0007
O	5.5089	0.9678	18.7367	-0.0004	0.0009	-0.0003
O	2.4213	1.0331	24.9456	0.0005	-0.0016	-0.0002
O	1.549	7.4023	26.7042	0.0009	0.0005	0.0002

Results
free energy: -167948.195 eV
free energy less fixed offsets of H -15.97, O -568.88, Si -635.61 eV per atom: -5.995 eV

The program warned: the cutoff lies below the one the program advises for these potential files; the exchange-correlation potential is rough where the density is thin.
